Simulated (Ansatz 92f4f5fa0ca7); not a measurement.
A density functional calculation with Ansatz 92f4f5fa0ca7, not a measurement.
Periodic cell of 264 atoms, Si154O98P12, from a study of silicon, its oxide and their interface. The atomic structure is a simulated model.

Settings
functional: PBE
potential files: Ansatz PAW
basis: plane waves
wave-function cutoff: 700 eV
density cutoff ratio: 5
exchange-correlation grid ratio: 1
k mesh: 2 x 2 x 1, shifted by 0.5 0.5 0.5 of a step
self-consistency stop: 5e-08 eV per atom in the density residual
occupations: fixed
spin: none
net charge: 0

Cell vectors (angstrom)
a, 11.6015, 0, 0
b, 0, 13.3963, 0
c, 0, 0, 30.9623

Atoms: element, x, y, z (angstrom)
Si, 11.5827, 0.0606, 24.0542
P, 3.8809, -0.001, 24.1444
P, 7.6041, 0.0187, 24.1165
P, 1.9995, 3.3028, 24.1177
P, 5.7374, 3.2573, 24.1472
Si, 9.7685, 3.3503, 24.2651
Si, 11.3477, 6.7885, 24.259
Si, 3.811, 6.7388, 24.337
Si, 7.6567, 6.5716, 24.5026
P, 2.009, 10.0808, 24.1373
P, 5.7188, 10.1248, 24.1642
Si, 9.6202, 10.122, 24.1263
Si, 11.7418, 2.2459, 25.0492
Si, 3.8668, 2.1882, 25.0685
Si, 7.6684, 2.1852, 24.9842
Si, 1.82, 5.5201, 24.9013
Si, 5.681, 5.407, 25.0944
Si, 9.6193, 5.55, 25.3065
Si, 11.6656, 9.064, 25.0199
Si, 3.864, 9.0445, 25.125
Si, 7.6089, 8.971, 24.9894
Si, 1.9721, 12.2669, 24.9612
Si, 5.7514, 12.3058, 25.071
Si, 9.5491, 12.3927, 24.9404
Si, 11.6261, 2.2029, 27.415
Si, 3.8677, 2.231, 27.4175
Si, 7.748, 2.2336, 27.369
Si, 1.8904, 5.5984, 27.3245
Si, 5.7682, 5.5652, 27.4449
Si, 9.6792, 5.5516, 27.6006
Si, 11.5975, 8.9558, 27.3927
Si, 3.858, 8.9595, 27.462
Si, 7.7283, 8.941, 27.3731
Si, 1.9109, 12.2901, 27.354
Si, 5.7911, 12.2916, 27.4196
Si, 9.659, 12.2867, 27.3422
Si, 1.9437, 1.0998, 28.2051
Si, 5.8168, 1.1291, 28.1955
Si, 9.6708, 1.1107, 28.1789
Si, 11.635, 4.434, 28.2233
Si, 3.8199, 4.4721, 28.1903
Si, 7.7066, 4.441, 28.2238
Si, 1.9132, 7.8136, 28.1854
Si, 5.8039, 7.8194, 28.1919
Si, 9.6651, 7.8366, 28.1948
Si, 11.5884, 11.1826, 28.1794
Si, 3.843, 11.1924, 28.2044
Si, 7.7391, 11.1704, 28.1847
Si, 1.9336, 1.1164, 30.5674
Si, 5.8008, 1.1164, 30.5674
Si, 9.6679, 1.1164, 30.5674
Si, 0, 4.4654, 30.5674
Si, 3.8672, 4.4654, 30.5674
Si, 7.7343, 4.4654, 30.5674
Si, 1.9336, 7.8145, 30.5674
Si, 5.8008, 7.8145, 30.5674
Si, 9.6679, 7.8145, 30.5674
Si, 0, 11.1635, 30.5674
Si, 3.8672, 11.1635, 30.5674
Si, 7.7343, 11.1635, 30.5674
Si, 0, 0, 0.3944
Si, 3.8672, 0, 0.3944
Si, 7.7343, 0, 0.3944
Si, 1.9336, 3.3491, 0.3944
Si, 5.8008, 3.3491, 0.3944
Si, 9.6679, 3.3491, 0.3944
Si, 0, 6.6981, 0.3944
Si, 3.8672, 6.6981, 0.3944
Si, 7.7343, 6.6981, 0.3944
Si, 1.9336, 10.0472, 0.3944
Si, 5.8008, 10.0472, 0.3944
Si, 9.6679, 10.0472, 0.3944
Si, 11.6105, -0.0115, 2.7576
Si, 3.8763, -0.0017, 2.7671
Si, 7.7401, -0.0013, 2.7742
Si, 1.9348, 3.3465, 2.7647
Si, 5.7993, 3.3392, 2.7665
Si, 9.669, 3.3409, 2.7752
Si, 11.6017, 6.6922, 2.7695
Si, 3.8799, 6.6979, 2.7518
Si, 7.7609, 6.6889, 2.7736
Si, 1.9415, 10.0263, 2.7481
Si, 5.8238, 10.0473, 2.7642
Si, 9.6994, 10.0454, 2.7473
Si, 11.6051, 2.2131, 3.55
Si, 3.8605, 2.2344, 3.5506
Si, 7.7355, 2.2247, 3.5862
Si, 1.9449, 5.5857, 3.5386
Si, 5.8115, 5.5736, 3.5336
Si, 9.6859, 5.5698, 3.5895
Si, 11.6153, 8.9191, 3.5707
Si, 3.8822, 8.9267, 3.5365
Si, 7.7801, 8.938, 3.5194
Si, 1.9454, 12.2586, 3.5214
Si, 5.8055, 12.2799, 3.5655
Si, 9.6785, 12.2688, 3.5386
Si, 11.5337, 2.1182, 5.9152
Si, 3.8366, 2.3425, 5.9109
Si, 7.8174, 2.1222, 5.9732
Si, 1.9946, 5.6431, 5.8967
Si, 5.7471, 5.5387, 5.894
Si, 9.6881, 5.5958, 5.9815
Si, 11.7024, 8.97, 5.9429
Si, 3.8153, 8.9561, 5.8948
Si, 7.8028, 9.0556, 5.8729
Si, 1.9662, 12.1752, 5.8708
Si, 5.768, 12.2037, 5.932
Si, 9.6902, 12.246, 5.8863
Si, 1.9296, 1.0361, 6.7012
Si, 5.7605, 1.1143, 6.7446
P, 9.6896, 1.0011, 6.8269
Si, 11.656, 4.401, 6.7238
P, 3.8494, 4.5303, 6.7904
Si, 7.729, 4.4267, 6.746
P, 1.9769, 7.8481, 6.8164
Si, 5.8479, 7.8674, 6.5971
Si, 9.7298, 7.8601, 6.7922
P, 11.6509, 11.1554, 6.797
P, 3.8438, 11.0945, 6.7966
P, 7.7429, 11.1931, 6.7969
O, 5.6629, 1.1775, 8.4054
O, 7.7466, 4.5316, 8.4154
O, 9.7577, 7.7364, 8.4518
O, 6.0793, 7.9707, 8.2224
O, 1.9217, 0.872, 8.3513
O, 0.1679, 4.2932, 8.3698
O, 3.8695, 6.9986, 22.7033
O, 9.658, 10.0772, 22.4635
O, 10.6455, 6.9675, 22.7165
O, 8.0284, 6.1555, 22.93
O, 11.4756, 13.6234, 22.3858
O, 10.1507, 3.3966, 22.6352
Si, 5.7436, 12.2512, 13.3746
Si, 7.7859, 6.7415, 15.707
Si, 7.217, 7.386, 20.0757
Si, 8.3289, 1.9916, 14.7144
Si, 9.4628, 4.8467, 11.3921
Si, 0.3538, 3.9776, 9.9513
Si, 9.2547, 6.5641, 21.9322
Si, 9.422, 7.8006, 10.0498
Si, 6.6012, 5.0807, 18.0929
Si, 4.0346, 11.3601, 15.5865
Si, 2.8089, 3.693, 16.0555
Si, 3.0711, 8.2763, 18.9898
Si, 0.9065, 12.4801, 11.9855
Si, 5.2757, 1.9381, 9.7946
Si, 0.2524, 8.2841, 19.292
Si, 10.6804, 13.3133, 14.3866
Si, 11.3759, 9.187, 16.3229
Si, 3.358, 10.7117, 12.8936
Si, 9.6417, 4.6705, 14.608
Si, 5.3166, 6.7696, 14.2293
Si, 0.8616, 7.8262, 13.9323
Si, 1.9985, 5.8469, 11.8144
Si, 8.4115, 9.7012, 16.2479
Si, 1.2118, 11.9841, 16.3335
Si, 11.5141, 3.5695, 16.9042
Si, 3.9784, 4.4487, 19.5722
Si, 7.4344, 10.2754, 19.0274
Si, 6.0766, 1.6739, 12.5567
Si, 4.2314, 1.9444, 18.225
Si, 7.1806, 1.9347, 17.6133
Si, 2.1058, 1.2987, 9.9105
Si, 8.5419, 11.097, 13.6653
Si, 0.8242, 5.1358, 19.3977
Si, 10.0094, 10.3257, 20.8844
Si, 3.0642, 6.9439, 16.0476
Si, 10.3224, 3.9285, 21.1036
Si, 4.0194, 8.1151, 11.6595
Si, 4.6058, 10.8451, 18.66
Si, 9.8698, 1.7687, 18.9562
Si, 11.5558, 13.1215, 20.8187
Si, 4.447, 6.6345, 21.2459
Si, 6.8911, 4.5845, 9.8144
Si, 4.0639, 4.0187, 13.3689
Si, 6.3644, 7.665, 9.7793
Si, 10.902, 9.834, 11.9536
Si, 2.3391, 12.9156, 18.9854
O, 5.7193, 1.2921, 17.9994
O, 4.6237, 7.1865, 15.6477
O, 7.0725, 8.6887, 19.1297
O, 4.2898, 9.3145, 19.073
O, 9.5328, 12.1779, 14.3404
O, 8.6306, 10.6616, 20.0643
O, 0.9918, 6.4965, 12.9634
O, 2.7218, 12.331, 15.7819
O, 9.8452, 4.8361, 12.9897
O, 3.0986, 9.4303, 11.9374
O, 2.8225, 7.6142, 17.5128
O, 2.4111, 4.781, 19.215
O, 1.6962, 9.0331, 19.4295
O, 6.2754, 1.3776, 10.9609
O, 9.4695, 10.1787, 12.6876
O, 1.2139, 2.6256, 10.2135
O, 5.635, 3.542, 9.7098
O, 3.5262, 11.8542, 19.3201
O, 6.2414, 6.06, 10.0494
O, 2.1539, 11.7995, 12.788
O, 9.1986, 6.0898, 15.2549
O, 0.9186, 10.3641, 16.1576
O, 7.8244, 10.5752, 17.4757
O, 7.4639, 1.5633, 16.0355
O, 2.9469, 4.6348, 12.3576
O, 10.662, 2.359, 17.6284
O, 6.0863, 11.1757, 19.2685
O, 7.9335, 4.3145, 11.0654
O, 2.9751, 6.9761, 11.16
O, 6.9075, 5.7519, 16.6493
O, 1.0939, 5.263, 10.6128
O, 4.9968, 5.1223, 18.452
O, 3.9383, 2.9798, 16.9918
O, 5.1798, 8.4363, 10.5772
O, 4.5046, 10.8138, 17.0316
O, 10.4603, 8.8742, 10.7084
O, 8.3988, 1.2444, 18.4674
O, 3.0658, 0.8288, 18.3437
O, 8.454, 3.6013, 14.8489
O, 7.8273, 10.1692, 14.8047
O, 5.0988, 2.971, 12.6856
O, 5.3802, 12.032, 14.9582
O, 0.4707, 6.7082, 19.6964
O, 7.5164, 1.7456, 13.3193
O, 0.1025, 12.9411, 15.61
O, 5.0101, 5.2007, 13.9511
O, 5.9283, 7.2707, 21.0713
O, 1.5242, 13.2273, 20.363
O, 11.3844, 8.0298, 15.1522
O, 10.7961, 9.0351, 20.2621
O, 10.4887, 3.8175, 10.6463
O, 9.6086, 2.9242, 20.0633
O, 0.0476, 4.7741, 18.0027
O, 3.5362, 10.2579, 14.4684
O, 7.8411, 8.2203, 10.2259
O, 7.3626, 6.0017, 19.2138
O, 2.7202, 5.3369, 16.1361
O, 7.2915, 11.899, 12.9717
O, 9.6457, 6.354, 10.7791
O, 8.5657, 7.6809, 20.9625
O, 3.2155, 3.2711, 14.5381
O, 4.7806, 11.3537, 12.4136
O, 6.9152, 7.0137, 14.3525
O, 5.3051, 0.398, 13.1639
O, 7.1494, 3.5394, 17.9919
O, 2.2388, 7.6974, 14.8376
O, 3.4198, 7.1652, 20.1099
O, 9.9977, 10.0138, 16.2211
O, 4.2116, 2.8363, 19.5982
O, 3.6959, 1.6536, 10.1617
O, 0.4067, 9.0649, 12.9207
O, 10.6825, 0.5965, 19.7426
O, -0.032, 13.3693, 13.0054
O, 9.831, 1.3075, 14.6281
O, 9.5383, 5.3283, 20.9402
O, 4.4212, 5.0077, 21.0449
O, 8.1038, 8.1258, 16.4836
O, 1.3913, 3.0222, 16.4942
O, 11.3923, 8.3891, 17.7366
O, 4.7684, 7.6817, 13.0244
O, -0.0067, 11.2285, 11.4116
O, 1.232, 12.3316, 17.9302
O, 1.5328, 0.0705, 10.8378
O, 0.2784, 4.2043, 20.6466
O, 11.0186, 11.5922, 20.7566
O, 10.9169, 4.1461, 15.4892

Results
free energy: -162730.419 eV
free energy less fixed offsets of O -569.03, P -756.45, Si -635.61 eV per atom: -4.139 eV

Forces (eV/angstrom), in the order of the atoms: element, x, y, z
Si, 0.0292, -0.0205, -0.0739
P, 0.0121, 0.0159, -0.071
P, -0.0113, -0.0237, -0.0387
P, -0.0181, -0.0133, -0.0061
P, 0.0008, 0.0085, -0.0458
Si, -0.0024, 0.0071, -0.0651
Si, -0.0637, 0.0084, -0.0196
Si, 0.0378, 0.0057, -0.0495
Si, 0.0351, -0.0044, -0.0274
P, -0.0055, -0.0202, -0.0324
P, -0.0038, -0.0074, -0.0521
Si, -0.0081, -0.0226, -0.0588
Si, 0.0459, 0.0262, -0.0126
Si, -0.0337, 0.0056, 0.002
Si, 0.0056, 0.056, -0.0012
Si, -0.0005, 0.0218, 0.0307
Si, 0.0208, 0.0265, -0.0089
Si, 0.0396, -0.0287, -0.0606
Si, -0.0106, -0.0016, -0.0363
Si, -0.0111, -0.0193, -0.0081
Si, 0.0036, 0.0197, -0.0139
Si, -0.0281, 0.0358, 0.0014
Si, 0.0276, -0.0053, 0.0071
Si, 0.0049, -0.0047, -0.0134
Si, -0.0197, 0.0275, -0.0227
Si, -0.014, -0.0205, 0.0256
Si, 0.0147, -0.0087, -0.0146
Si, -0.0136, 0.0059, -0.0222
Si, -0.0012, 0.0052, -0.0041
Si, 0.0242, 0.0065, -0.0055
Si, -0.0126, 0.0083, -0.0189
Si, -0.0057, -0.0173, 0.0124
Si, 0.0098, 0.0161, -0.0103
Si, -0.0165, -0.0017, -0.0154
Si, 0.0107, -0.0285, 0.0233
Si, 0.0264, 0.0227, -0.0159
Si, 0.0498, -0.0012, 0.0134
Si, -0.0372, -0.0045, 0.0163
Si, -0.0206, -0.0187, 0.0404
Si, 0.014, -0.0072, 0.0083
Si, -0.0105, -0.009, 0.0199
Si, -0.0358, 0.0156, -0.0053
Si, 0.032, 0.0106, 0.0142
Si, -0.0295, 0.0085, 0.0079
Si, -0.0038, -0.0051, 0.051
Si, 0.0085, 0.0075, 0.0341
Si, 0.0318, 0.0118, 0.009
Si, -0.0476, -0.0087, 0.0074
Si, 0.0116, -0.0514, 0.0547
Si, 0.041, 0.041, -0.033
Si, 0.0017, -0.0325, -0.1175
Si, 0.1903, -0.0868, 0.1971
Si, -0.1653, 0.0259, -0.0404
Si, -0.1162, -0.1036, 0.2031
Si, -0.0487, -0.0342, -0.1004
Si, 0.0268, -0.0024, -0.0272
Si, -0.0068, 0.1426, -0.0307
Si, -0.0529, 0.0599, -0.1716
Si, -0.0775, 0.1019, 0.058
Si, 0.0515, 0.0173, -0.093
Si, 0.0186, -0.0249, -0.0371
Si, 0.0104, 0.0038, 0.0488
Si, -0.0198, 0.0083, 0.0672
Si, -0.0334, 0.0278, 0.0981
Si, 0.067, -0.0552, 0.0396
Si, -0.0204, 0.0124, 0.057
Si, -0.024, -0.0039, 0.0248
Si, 0.0163, -0.0235, -0.1071
Si, 0.0486, -0.0252, 0.0468
Si, -0.0011, -0.0359, -0.1453
Si, 0.029, 0.0104, -0.0465
Si, 0.0792, -0.0092, -0.0886
Si, -0.0052, 0.0067, -0.0349
Si, 0.0048, -0.0033, -0.0259
Si, 0.0004, 0.006, -0.0409
Si, -0.0361, -0.0162, -0.0176
Si, 0.0414, -0.0095, -0.0105
Si, -0.0063, -0.0091, 0.0071
Si, 0.0348, 0.005, -0.027
Si, -0.003, -0.0097, 0.0146
Si, -0.0364, -0.0003, -0.0206
Si, -0.0015, 0.0126, 0.0138
Si, -0.0457, 0.0087, -0.011
Si, 0.044, 0.0073, -0.0207
Si, 0.024, 0.0024, 0.0088
Si, -0.0075, -0.0156, 0.0227
Si, -0.0064, -0.0021, 0.0022
Si, -0.0173, 0.0127, 0.0062
Si, 0.0169, 0.0032, 0.0095
Si, 0.0016, -0.018, 0.0356
Si, -0.0179, 0.006, -0.0052
Si, 0.0115, 0.0132, -0.0028
Si, -0.0014, -0.0156, 0.0245
Si, 0.0017, -0.0052, 0.0001
Si, -0.0008, -0.0086, -0.0044
Si, -0.0016, 0.0182, 0.0029
Si, -0.0209, 0.0183, 0.0075
Si, -0.0205, -0.0207, 0.0149
Si, 0.0109, 0.0219, 0.0108
Si, 0.0101, 0.0024, 0.0172
Si, 0.006, 0.0047, 0.0166
Si, 0.0026, -0.034, -0.0081
Si, -0.0286, -0.0166, 0.0048
Si, -0.0094, -0.0446, 0.0051
Si, 0.0512, -0.0372, 0.0196
Si, 0.02, 0.002, 0.0038
Si, -0.0232, 0.0096, 0.0133
Si, -0.0099, -0.0143, 0.0115
Si, 0.0439, -0.0012, 0.0487
Si, -0.0377, 0.0147, 0.0474
P, -0.0014, 0.0482, 0.0073
Si, 0.0071, 0.009, 0.0483
P, -0.0315, 0.0141, 0.0154
Si, 0.038, -0.0086, 0.0471
P, 0.0341, 0.0114, 0.0118
Si, 0.004, 0.0074, 0.0465
Si, -0.0081, 0.0215, 0.0294
P, -0.0179, -0.0253, 0.0705
P, -0.0109, 0.0073, 0.0692
P, 0.0612, -0.0202, 0.0585
O, -0.0059, -0.0009, 0.0115
O, -0.0307, -0.0043, 0.0161
O, -0.0282, -0.0153, 0.0116
O, -0.0055, -0.0274, -0.0113
O, 0.005, 0.0054, -0.0037
O, -0.0168, -0.0244, 0.0071
O, -0.0003, -0.0068, 0.0011
O, 0.0069, 0.0223, -0.017
O, 0.0177, -0.0149, 0.0121
O, -0.0052, 0.0323, 0.0159
O, 0.0111, -0.0022, 0.0098
O, -0.0329, 0.0307, -0.0179
Si, 0.0002, 0.0047, 0.0003
Si, 0.0008, -0.0007, -0.0029
Si, 0.004, 0.0043, 0.0042
Si, -0.002, -0.0004, -0.002
Si, -0.0018, -0.0016, 0.0013
Si, -0.0071, -0.0088, 0.0125
Si, -0.0075, 0.0104, -0.0086
Si, -0.0005, -0.0044, 0.0087
Si, 0.0017, 0.006, -0.0045
Si, 0.0013, -0.0008, -0.001
Si, 0.0008, -0.0025, -0.0061
Si, 0.0006, -0.0059, -0.0018
Si, 0.0014, 0.0045, 0.001
Si, 0.003, 0.0009, -0.0112
Si, -0.0034, 0.0004, -0.001
Si, 0.0024, 0.005, 0.0008
Si, -0.0009, -0.0042, -0.0011
Si, -0.0041, -0.0016, 0.0017
Si, 0.0028, 0.0029, -0.0043
Si, 0.0032, 0.0024, 0.001
Si, -0.0036, -0.0011, -0.0006
Si, -0.0028, -0.0014, -0.0002
Si, -0.0051, 0.0032, 0.003
Si, -0.0016, 0.0028, 0.0006
Si, -0.001, -0.0002, -0.0041
Si, 0.0015, 0.0043, 0.0052
Si, 0.003, -0.0004, -0.0017
Si, 0.0022, 0.0002, -0.0085
Si, 0.0001, 0.0003, -0.004
Si, 0.0019, -0.0061, -0.0051
Si, 0.0084, 0.0016, 0.008
Si, -0.0029, -0.0015, -0.0011
Si, 0.0014, 0, -0.0035
Si, -0.0042, 0.0026, 0.0064
Si, 0.0006, 0.0015, 0.0013
Si, -0.0035, 0.0027, 0.0035
Si, 0.0029, 0.0014, -0.0012
Si, 0.0034, -0.0028, 0.0002
Si, -0.0002, -0.0013, -0.0032
Si, 0.0017, -0.0035, -0.0003
Si, 0.003, -0.0051, 0.0152
Si, -0.0052, -0.0095, -0.0067
Si, 0, -0.0047, -0.0021
Si, -0.003, -0.0056, 0.0109
Si, -0.0017, -0.0021, -0.0014
Si, -0.0052, 0.0009, 0.0008
O, 0.0014, 0.028, 0.0013
O, -0.011, -0.0151, -0.0204
O, 0.0057, 0.0198, 0.0187
O, -0.021, 0.016, 0.0013
O, -0.0001, -0.0002, -0.0141
O, -0.0016, -0.0186, -0.0048
O, 0.0126, 0.0045, -0.0219
O, -0.0086, -0.0211, 0.0151
O, -0.0095, 0.0031, 0.0047
O, 0.0225, 0.0068, 0.0124
O, 0.005, 0.0027, -0.0002
O, 0.0069, -0.0035, 0.008
O, -0.004, -0.0305, -0.008
O, -0.0196, 0.0122, 0.0092
O, 0.0103, 0.0153, 0.0076
O, -0.0004, 0.002, -0.0129
O, 0.0216, -0.0095, -0.0008
O, 0.0003, -0.0014, -0.0207
O, 0.0164, 0.0144, -0.0084
O, 0.0022, -0.0116, -0.0104
O, -0.0214, -0.0163, -0.0023
O, 0.0025, 0.0153, 0.0099
O, 0.0052, -0.0232, 0.0018
O, 0.0067, 0.0051, 0.0082
O, 0.0082, 0.0164, 0.0067
O, -0.003, 0.0127, 0.0179
O, -0.0014, -0.0211, -0.0044
O, 0.0193, 0.0182, -0.0186
O, 0.0049, -0.0025, 0.0222
O, 0.0196, 0.0071, 0.0052
O, 0.0006, -0.0067, 0.0104
O, 0.0146, -0.0189, 0.0228
O, -0.0091, -0.0141, 0.022
O, -0.014, -0.0144, 0.0107
O, -0.0154, 0.018, 0.0078
O, -0.003, -0.0031, 0.006
O, 0.0014, 0.0254, -0.007
O, 0.0089, -0.0039, 0.0112
O, 0.0214, 0.0033, -0.0045
O, 0.0234, 0.0078, 0.0077
O, -0.0064, -0.0065, 0.0037
O, -0.0112, -0.0192, -0.0177
O, -0.002, 0.004, -0.0032
O, -0.0048, -0.0055, 0.0141
O, 0.0039, -0.0136, -0.0096
O, -0.0201, 0.0173, -0.0033
O, -0.0044, -0.011, -0.0235
O, -0.0149, -0.007, -0.0121
O, -0.0075, 0.0205, 0.0218
O, 0.0025, 0.0058, -0.0047
O, 0.0057, 0.0279, -0.0018
O, 0.0201, -0.0073, -0.0024
O, 0.0118, -0.0251, 0.0041
O, 0.0056, 0.0279, -0.0208
O, -0.0018, -0.0203, -0.0189
O, -0.0222, 0.0073, -0.002
O, 0.0109, 0.002, -0.0018
O, -0.0069, -0.0003, 0.0145
O, -0.0079, -0.006, -0.0038
O, -0.0177, -0.0085, -0.0139
O, 0.0084, 0.0239, 0.0065
O, -0.01, 0.0034, 0.0323
O, -0.0112, -0.0104, 0.0256
O, 0.0139, 0.0019, -0.0139
O, -0.0104, -0.009, 0.0046
O, 0.0141, -0.0147, 0.0171
O, 0.0044, 0.0117, -0.0001
O, -0.0075, -0.0283, 0.0034
O, -0.0036, 0.0109, -0.0306
O, 0.0019, -0.0048, -0.0154
O, -0.0142, 0.0001, -0.0184
O, 0.0009, 0.0002, 0.0057
O, -0.0017, -0.023, 0.0072
O, -0.0126, 0.0023, -0.0007
O, 0.0195, -0.0106, 0.03
O, -0.0039, 0.0143, -0.0299
O, 0.0001, 0.0079, -0.0223
O, 0.0016, 0.0236, 0.0081
O, 0.0107, 0.0129, 0.0114
O, -0.0119, -0.0126, 0.0014
O, -0.0007, -0.0062, 0.0284
O, 0.023, 0.0013, -0.0114
O, -0.0055, -0.0004, 0.0053
O, -0.0184, 0.0135, -0.0174
O, -0.0087, 0.0088, 0.0092
O, -0.013, 0.0011, 0.0117

The program warned: the cutoff lies below the one the program advises for these potential files; the forces do not sum to zero within the program's tolerance; the exchange-correlation potential is rough where the density is thin.
